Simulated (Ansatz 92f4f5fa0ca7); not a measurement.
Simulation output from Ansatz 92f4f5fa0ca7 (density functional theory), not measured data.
Periodic cell of 222 atoms, Si131O89P2, from a study of silicon, its oxide and their interface. The atomic structure is a simulated model.
Doubt: the cutoff is far below the 930 eV that the study's wrapper takes by default for these files, so forces and energies are approximate.
This geometry differs little from another in the collection (a relaxation step or a small displacement).

Settings: functional PBE; potential files Ansatz PAW; basis plane waves; wave-function cutoff 580 eV; density cutoff ratio 5; exchange-correlation grid ratio 1; k mesh 1 x 1 x 1, Gamma-centred; self-consistency stop 5e-08 eV per atom in the density residual; occupations fixed; spin none; net charge 0.

Cell vectors (angstrom)
a  10.938  0  0
b  0  10.938  0
c  0  0  32.1988

Atoms and the computed forces on them: element, x, y, z (angstrom), force x, y, z (eV/angstrom)
Si  10.6267  0.2861  24.8467  0.0298  -0.0066  -0.014
Si  5.6539  10.7545  24.8038  0.0333  -0.0126  -0.1114
P  2.4045  2.9787  24.5792  -0.0062  -0.0173  0.1471
Si  8.4449  2.524  24.8248  -0.0085  0.0054  -0.0246
P  0.1326  5.3022  24.6329  -0.0207  0.0103  -0.0384
Si  5.115  5.7198  24.6841  0.0248  -0.0179  0.0225
Si  2.87  7.9669  24.6174  -0.0001  0.0291  -0.0055
Si  7.8702  8.5021  24.6568  -0.0188  -0.0017  -0.1145
Si  1.4102  1.4348  26.0191  0.024  0.0115  0.0169
Si  6.8531  1.36  26.1372  -0.0107  -0.0042  -0.0112
Si  4.0061  4.0107  25.9451  0.0164  -0.0092  0.0507
Si  9.6532  4.1455  26.0643  0.0152  0.0465  0.0478
Si  1.312  6.7591  25.9971  -0.0231  -0.0229  0.0362
Si  6.7597  6.8547  25.9836  0.0087  0.0203  0.0121
Si  4.0377  9.533  26.0196  0.0084  0.0025  -0.0063
Si  9.476  9.5838  26.0795  -0.014  -0.014  0.0166
Si  2.7053  -0.0068  27.3805  -0.0037  0.013  -0.0379
Si  8.1656  -0.0261  27.5161  -0.0019  0.014  -0.0035
Si  0.0341  2.7552  27.4424  0.0008  -0.0232  0.0083
Si  5.4415  2.7587  27.3891  -0.0126  0.0257  -0.0312
Si  2.7046  5.4212  27.3783  0.0131  0.0129  0.0183
Si  8.1761  5.4953  27.3487  0.0118  -0.0221  -0.0322
Si  -0.0279  8.1917  27.3598  0.0179  -0.0033  -0.023
Si  5.4386  8.207  27.4189  -0.0266  -0.0138  -0.024
Si  4.0857  1.3634  28.7559  0.007  -0.0069  -0.0025
Si  9.5827  1.3661  28.7912  0.0106  0.0063  0.0242
Si  1.3649  4.1128  28.8125  -0.0068  0.0054  0.0289
Si  6.8318  4.1197  28.7498  -0.0091  -0.015  -0.0148
Si  4.0844  6.8071  28.7527  -0.0008  -0.0071  0.0112
Si  9.5463  6.8394  28.7498  -0.0027  0.004  0.0041
Si  1.3456  9.5565  28.7485  0.0033  0.0009  -0.0111
Si  6.7879  9.5495  28.8337  0.0134  0.0108  -0.0018
Si  0.0076  -0.0077  30.1468  -0.0047  -0.0074  -0.0106
Si  5.447  0.0144  30.1586  -0.0037  0.0022  0.0017
Si  2.7365  2.7321  30.1477  0.0005  0.0055  0.0144
Si  8.1997  2.7436  30.1356  0.0003  0.0097  -0.0148
Si  -0.0169  5.4843  30.1437  0.0087  -0.0032  0.0158
Si  5.4662  5.4691  30.1391  0.0033  0.0006  -0.0084
Si  2.7262  8.1957  30.1272  -0.0062  -0.001  -0.0121
Si  8.2018  8.1965  30.1527  -0.0076  0.001  0.0049
Si  1.3673  1.3673  31.515  0.0528  -0.0332  0.0039
Si  6.8362  1.3673  31.515  0.03  0.0935  -0.0838
Si  4.1018  4.1018  31.515  0.0473  -0.0516  -0.0167
Si  9.5708  4.1018  31.515  -0.055  0.0643  -0.0662
Si  1.3673  6.8362  31.515  -0.0688  0.0614  -0.0946
Si  6.8362  6.8362  31.515  -0.0226  -0.0343  0.0148
Si  4.1018  9.5708  31.515  -0.1579  -0.0682  -0.0775
Si  9.5708  9.5708  31.515  -0.0158  0.0058  -0.0077
Si  2.7345  0  0.6835  0.0241  -0.0589  0.1249
Si  8.2035  0  0.6835  -0.0465  0.0402  -0.0681
Si  0  2.7345  0.6835  -0.041  -0.0126  0.0719
Si  5.469  2.7345  0.6835  0.118  -0.0262  0.0266
Si  2.7345  5.469  0.6835  -0.0294  0.1333  -0.1205
Si  8.2035  5.469  0.6835  0.0531  -0.1197  0.1051
Si  0  8.2035  0.6835  0.1204  -0.0874  -0.0126
Si  5.469  8.2035  0.6835  -0.0042  0.0328  0.0778
Si  4.1263  1.356  2.0565  -0.0008  0.0088  -0.0042
Si  9.5674  1.3561  2.0542  -0.0004  -0.009  0.0005
Si  1.3711  4.1179  2.0378  0.0037  0.0041  -0.001
Si  6.8502  4.0846  2.0604  -0.0033  -0.0009  -0.0032
Si  4.1061  6.8285  2.0557  0.0033  -0.0036  0.0015
Si  9.5804  6.8349  2.0525  0.0015  0.002  -0.0033
Si  1.3829  9.5488  2.0534  -0.0041  -0.0034  -0.0047
Si  6.8289  9.5904  2.0516  0.0062  0.0011  -0.0011
Si  -0.0033  -0.0347  3.3909  0.0081  0.0094  0.0127
Si  5.4926  0.01  3.4735  -0.0036  0.0021  0.0007
Si  2.7783  2.7797  3.3671  -0.0058  -0.012  0.0145
Si  8.1943  2.6965  3.4516  -0.0039  0.0054  -0.0033
Si  0.0231  5.4773  3.4342  -0.0025  0.0004  -0.0035
Si  5.485  5.463  3.4102  -0.0018  -0.0009  0.0115
Si  2.7701  8.206  3.4495  -0.0061  -0.0004  -0.0046
Si  8.2094  8.2246  3.3827  -0.0004  -0.0009  0.0115
Si  1.3981  1.3849  4.6372  -0.0019  0.0021  -0.0184
Si  6.8483  1.3482  4.9102  0  -0.0038  0.0062
Si  4.1598  4.0816  4.8074  0.0021  0.0063  -0.0076
Si  9.58  4.0818  4.7638  -0.0007  -0.0036  0.0044
Si  1.4174  6.8289  4.8209  0.0025  0.0029  0.002
Si  6.8322  6.882  4.7341  0.0021  0.0039  -0.001
Si  4.1388  9.574  4.8486  0.0044  0.002  0.0123
Si  9.5611  9.5489  4.794  -0.0114  -0.0066  -0.0091
Si  2.7501  0.1052  6.0669  0.0002  0.0038  0.007
Si  8.2082  -0.064  6.269  0.0009  0.0012  -0.0003
Si  0.0322  2.6687  6.0425  0.0029  -0.0005  0.0122
Si  5.479  2.7226  6.2981  -0.004  -0.0026  -0.0002
Si  2.8178  5.4731  6.183  0.0031  0.0005  0.0054
Si  8.1794  5.4745  6.0495  -0.0038  0.0042  0.0058
Si  0.0168  8.1828  6.1576  -0.0017  -0.0013  0.0028
Si  5.5341  8.218  6.2344  0.0025  -0.002  0.0087
Si  3.84  1.568  7.6107  -0.0049  -0.0013  -0.0164
Si  9.8408  1.1381  7.454  0.0083  0.0062  -0.0134
Si  1.6325  3.7941  7.3151  -0.0064  -0.0053  -0.0148
Si  6.6544  4.4117  7.4884  0.001  0.0111  -0.0063
Si  4.4104  6.6302  7.5484  0.0038  0.0013  -0.0147
Si  9.3742  6.9431  7.4134  -0.0075  0.006  -0.0199
Si  1.1429  9.9141  7.3002  -0.0018  0.007  -0.0067
Si  7.1653  9.224  7.675  -0.0033  -0.0057  -0.0231
O  8.3217  8.0878  7.9153  -0.0031  -0.0048  0.0132
O  2.7203  2.7326  7.9605  0.0037  -0.0032  -0.0001
O  9.5488  1.4125  24.2728  -0.0214  0.003  0.0246
O  4.0021  6.8376  24.1521  -0.0117  0.0026  -0.015
O  0.0291  0.0225  7.959  0.003  0.0002  0.0021
O  5.5295  5.5071  8.0391  0.0025  -0.0028  -0.001
O  6.7479  9.6432  24.2845  -0.0188  0.0162  0.1046
O  3.8686  7.39  8.9348  -0.0036  0.0033  -0.001
O  0.8105  4.3667  8.6052  -0.0008  0.0035  0.0005
O  9.8201  6.1741  8.8124  0.0026  -0.0026  -0.0034
O  2.1077  9.3829  8.5158  0.0017  -0.0026  -0.001
O  7.5076  3.9224  8.8158  0.0011  -0.0045  -0.0021
O  4.2704  0.9192  9.08  0.0017  0  0.0016
O  6.7421  9.5468  9.2336  -0.0024  0.0032  0.001
O  9.214  1.8567  8.8008  -0.0056  0.0027  0.001
O  7.6861  3.166  23.5143  0.0123  -0.0175  0.0225
O  9.9327  6.4153  24.0851  0.0019  -0.0304  0.0453
O  5.0965  0.4593  23.3996  -0.0025  -0.0115  0.1119
O  5.8515  5.1258  23.3351  0.0158  -0.0061  0.0026
O  3.0622  2.1291  23.3144  0.0073  -0.0208  -0.1563
O  2.2623  8.6935  23.2425  0.0035  0.008  0.0188
O  8.3405  8.0735  23.1147  -0.021  0.0214  0.0273
O  0.2611  10.4191  23.5483  -0.0055  0.008  0.0202
Si  4.3721  1.5741  22.4798  0.034  0.009  0.0181
Si  3.5028  7.9225  14.0413  -0.0001  0  0.0134
Si  7.1359  0.9572  14.6889  0.0001  0.0017  0.0155
Si  0.925  9.3498  22.5375  0.0063  -0.0046  -0.0633
Si  1.1886  4.2997  11.892  -0.0019  0.001  0.0122
Si  6.2731  8.9588  15.3371  -0.0029  0.0034  0.0176
Si  0.6863  1.3579  12.3093  0  0.0011  0.0141
Si  8.663  4.9177  20.5878  0.0202  0.021  -0.0093
Si  0.333  5.7051  9.3687  -0.0015  0.0008  0.0134
Si  5.1143  3.1131  17.9552  0.0022  0.001  0.0109
Si  0.8855  3.7322  16.7648  -0.0059  -0.0021  0.0203
Si  10.4112  2.8039  19.2531  -0.0061  0.0086  0.0136
Si  5.2872  1.1727  10.3554  0.0014  0.0005  0.0133
Si  0.8982  0.1453  19.8462  0.0046  0.0068  -0.0002
Si  6.6549  9.4492  10.8711  -0.002  0.0038  0.0095
Si  9.3432  9.6733  18.3231  0.0009  -0.0043  0.0205
Si  9.4014  9.2296  12.5787  0.0001  0.0014  0.0146
Si  6.5471  3.8591  22.5844  -0.0105  0.0136  -0.0555
Si  2.4468  8.0651  9.3858  0.0008  -0.0001  0.012
Si  10.6298  7.371  17.0977  -0.0029  -0.0003  0.0197
Si  2.5382  6.2872  16.5987  -0.001  -0.0011  0.0149
Si  10.1831  4.4802  14.1996  0.0024  -0.0018  0.0169
Si  6.141  9.1802  18.5333  -0.0004  0.0048  0.0143
Si  7.9719  2.5651  9.5836  0.002  0.0012  0.0128
Si  8.886  2.1336  12.46  -0.0016  0.002  0.0133
Si  5.3713  6.2383  18.0966  0.0023  -0.0014  0.0111
Si  3.9256  0.5546  19.4781  0.0025  -0.0005  0.0046
Si  4.2889  3.8291  12.0608  -0.0011  -0.0004  0.0144
Si  5.5544  6.5922  12.1479  -0.0009  0.0006  0.0136
Si  8.0307  2.485  17.2614  0.0022  0.0036  0.0179
Si  4.3741  2.4749  14.9803  0.0005  -0.001  0.0155
Si  1.5526  1.2076  15.2693  -0.0009  0.0021  0.0174
Si  1.5795  9.3995  12.0534  0.0015  0.0003  0.0123
Si  8.0562  6.8388  13.8882  -0.0006  -0.0003  0.0121
Si  10.3964  9.8273  15.4922  0.0005  0.0035  0.0158
Si  9.6233  7.1727  22.6634  -0.0498  -0.019  -0.0107
Si  8.1779  5.4993  17.4958  0.0035  0.0013  0.0253
O  6.0575  7.9481  11.2997  0.0003  0.001  -0.0054
O  6.0073  9.1863  16.916  0.0008  -0.0001  -0.0094
O  7.6926  1.3513  13.2139  0.0005  0.0011  -0.0068
O  0.9046  1.741  13.8793  -0.0008  0.0002  -0.008
O  9.4882  6.2389  16.9021  -0.0023  0.0009  -0.0087
O  6.7687  6.1925  13.1509  0.0017  0.001  -0.0042
O  5.1653  4.6483  18.6285  -0.0002  0.0026  -0.0054
O  9.2361  2.0977  18.3143  -0.0012  0.0003  -0.0074
O  2.3788  0.0801  19.0768  0.0056  0.0034  0.0073
O  9.4121  10.2193  16.7614  0.0007  0.0011  -0.009
O  2.798  4.4238  11.7292  0.0001  0.0003  -0.0063
O  5.0784  10.326  19.1281  -0.0029  -0.0003  -0.0068
O  9.4303  3.2363  13.4972  -0.001  0.0012  -0.0067
O  0.4829  1.7372  19.9817  0.0018  -0.005  0.0028
O  3.1668  1.3575  15.0747  0.0006  0.0015  -0.0062
O  8.2878  5.4782  19.116  0.0009  -0.0057  0.0126
O  3.936  6.5746  17.3912  -0.001  0.0013  -0.0046
O  4.5874  3.2817  16.4002  -0.001  0.0002  -0.0096
O  9.0653  5.6527  14.3393  -0.0021  0.0017  -0.0058
O  5.3905  2.8014  22.154  -0.0246  -0.059  0.0227
O  10.682  4.1206  15.6923  -0.0014  0.0018  -0.0101
O  0.3284  3.8389  18.2987  0.0035  -0.0002  -0.0093
O  10.4309  10.516  19.2072  -0.0014  0.0001  -0.0029
O  9.6605  10.0127  14.0338  -0.0017  -0.0007  -0.0063
O  10.8544  8.1154  22.1747  0.0293  0.0286  -0.0147
O  1.211  2.1525  16.5469  0.0008  0.0002  -0.0103
O  9.7332  3.6901  20.4486  -0.0093  0.0066  0.0036
O  8.1837  4.0328  16.8037  -0.0018  -0.0005  -0.0083
O  -0.0321  9.0846  11.9122  -0.0012  0.0006  -0.0047
O  6.5887  2.3875  18.0219  0.0005  0.0013  -0.0057
O  5.592  10.7074  11.2028  -0.0003  -0.0004  -0.0055
O  7.7564  9.5845  18.8458  -0.0006  0.0025  -0.0036
O  10.0376  1.015  12.0725  -0.0004  -0.0005  -0.0063
O  1.3255  6.9458  9.0756  0.0007  0.001  -0.0068
O  0.629  4.7605  13.3606  -0.0006  0.0014  -0.0063
O  5.7053  7.6235  19.0148  -0.0009  -0.0031  -0.0052
O  5.2465  5.0765  11.5301  -0.0006  0.0005  -0.0058
O  2.7367  6.9753  15.1341  -0.0008  0.0023  -0.007
O  0.9214  2.734  11.4789  0  0.0007  -0.0059
O  0.8726  10.681  15.5613  -0.0014  -0.0002  -0.0073
O  2.4182  8.5763  10.9234  -0.0014  0.0015  -0.0036
O  4.7077  2.4206  11.2838  -0.0008  0.0026  -0.0065
O  4.2707  3.5015  13.6921  -0.0003  0.0017  -0.0061
O  2.1966  4.683  16.5214  0.0013  0.002  -0.0072
O  10.7331  8.2441  15.7127  -0.0003  0.0019  -0.0078
O  6.952  10.2888  14.7118  -0.0007  -0.0014  -0.0055
O  2.3485  8.9387  13.4374  -0.0011  0.0003  -0.0059
O  8.0532  1.5443  15.9214  -0.0009  -0.0015  -0.0085
O  4.1402  6.9866  12.8687  -0.0009  0.0009  -0.0056
O  4.18  2.0085  18.7359  -0.0006  0.0012  0.0004
O  7.2717  4.3914  21.2381  0.0061  0.005  0.0194
O  8.4115  2.9104  11.1118  0.0009  0.0002  -0.0045
O  1.2249  6.8885  17.391  0.0019  0.0008  -0.0078
O  5.6681  1.5669  14.7842  -0.0034  0.002  -0.006
O  8.1398  9.7404  11.6003  0.0005  -0.0009  -0.0053
O  9.3004  6.1226  21.4748  -0.0002  -0.0106  0.003
O  8.9685  7.7018  12.8787  0.0006  0.0011  -0.0059
O  1.6583  0.107  11.8959  -0.0004  0.0009  -0.0056
O  6.712  6.1546  17.1409  -0.0033  0.0018  -0.0074
O  7.3972  7.7886  15.0603  -0.0002  0.0005  -0.0055
O  1.2176  10.2152  21.1937  0.0022  -0.0081  0.0231
O  10.045  8.1989  18.368  0.001  0.0006  -0.0105
O  3.9281  0.8604  21.0918  0.0064  -0.008  -0.038
O  0.348  5.3221  10.9369  -0.0009  0.0003  -0.0043
O  6.7026  1.5612  9.6432  -0.0027  -0.0006  -0.0061
O  4.7894  8.7098  14.6853  0.0008  0.0005  -0.0046

Results
free energy: -135405.213 eV
free energy less fixed offsets of O -568.88, P -755.39, Si -635.61 eV per atom: 0.797 eV

The program warned: the cutoff lies below the one the program advises for these potential files; the forces do not sum to zero within the program's tolerance; the exchange-correlation potential is rough where the density is thin.
